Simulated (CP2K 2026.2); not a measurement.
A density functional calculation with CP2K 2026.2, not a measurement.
Periodic cell of 510 atoms, Si360O150, from a study of silicon, its oxide and their interface. The atomic structure is a simulated model.
Doubt: the forces sum to 2.77 eV/angstrom along one axis rather than to zero, so they err by at least 0.0054 eV/angstrom per atom on average; the grid cutoff is modest.

Settings
functional: PBE
method: Gaussian and plane waves
basis set: DZVP-MOLOPT-SR-GTH
pseudopotentials: GTH-PBE
grid cutoff: 300 Ry, relative cutoff 40 Ry
k points: Gamma only
occupations: fixed
spin: none
net charge: 0

Cell vectors (angstrom)
a	16.32	0	0
b	0	16.32	0
c	-1.1481	2.1736	34.2877

Atoms and the computed forces on them: element, x, y, z (angstrom), force x, y, z (eV/angstrom)
Si	-0.849	-1.941	1.588	0.113	-0.112	0.514
Si	1.79	0.822	1.815	0.079	0.001	-0.009
Si	-2.494	2.837	2.748	0.048	0.059	0.045
Si	0.262	5.752	2.785	0.037	0	0
Si	-0.016	-5.389	2.848	-0.014	0.018	-0.025
Si	-1.248	-6.686	1.364	-0.326	0.371	0.211
Si	3.552	-0.816	1.609	-0.092	0.102	0.592
Si	-8.229	2.661	2.548	0.022	-0.007	-0.014
Si	3.864	3.961	1.166	-0.022	0.028	-0.036
Si	2.845	7.7	0.539	0.038	-0.081	0.013
Si	2.134	7.514	2.756	-0.125	-0.038	0.043
Si	0.28	3.902	-1.071	0.046	0.119	-0.097
Si	-6.981	-2.094	1.231	-0.503	-0.463	0.361
Si	-3.731	1.352	1.42	-0.083	0.034	0.598
Si	-6.876	4.056	1.204	-0.003	0.005	-0.021
Si	-3.861	6.532	1.467	-0.168	0.181	0.691
Si	5.195	8.05	0.231	-0.302	-0.608	0.257
Si	-4.443	-3.914	1.398	0.087	-0.12	0.668
Si	0.029	-0.178	2.928	-0.077	-0.061	-0.041
Si	2.724	2.711	2.806	-0.024	-0.006	-0.042
Si	1.095	-7.419	-0.438	0.45	-0.396	0.343
Si	-5.765	-5.481	24.998	0.026	0.007	-0.091
Si	0.914	-3.585	1.671	-0.001	0.016	-0.065
Si	2.68	-2.609	2.834	-0.019	0.016	-0.028
Si	5.456	0.06	2.668	-0.006	0.009	-0.03
Si	6.779	1.268	1.075	0.035	-0.035	-0.109
Si	5.301	5.255	2.618	-0.005	-0.039	-0.037
Si	-8.29	8.12	2.719	0.032	-0.021	-0.015
Si	6.111	11.63	2.837	0.018	0.06	0.084
Si	-8.438	-3.033	2.89	0.058	0	-0.064
Si	-5.292	0.126	2.797	0.352	0.28	0.304
Si	-1.4	4.557	1.404	0.328	-0.035	0.611
Si	-5.439	5.292	2.69	0.017	0.047	0.005
Si	-2.705	8.234	2.652	-0.015	-0.031	-0.064
Si	-5.629	-5.504	2.642	-0.031	-0.011	-0.047
Si	-2.776	-2.767	2.707	-0.018	0.009	0.038
Si	-1.29	1.356	4.119	0.015	0.05	0.032
Si	1.341	4.103	4.106	-0.025	0.021	0.018
Si	-1.353	6.886	4.087	0.016	0.012	0.028
Si	1.369	9.435	4.014	0.035	-0.05	-0.014
Si	-1.48	-4.122	4.17	0.017	0.005	-0.035
Si	1.377	-1.406	4.356	0.021	0.019	-0.028
Si	4.172	1.421	4.137	-0.029	-0.038	-0.022
Si	6.757	4	3.989	-0.021	-0.032	-0.011
Si	3.985	6.684	4.007	-0.001	0.038	-0.026
Si	6.812	9.641	4.058	-0.028	0.077	-0.005
Si	4.169	12.342	4.017	0.023	-0.077	-0.027
Si	-9.53	-1.317	4.069	0.035	-0.012	-0.028
Si	-6.78	1.453	4.033	-0.007	0.049	-0.03
Si	-4.044	4.026	4.094	0.028	0.032	0.03
Si	-6.81	6.759	3.989	0.044	-0.012	-0.012
Si	-4.165	-6.811	3.996	0.021	0.032	-0.008
Si	-6.805	-4.128	4.164	-0.026	0.021	0.046
Si	-3.991	-1.317	4.12	-0.014	-0.021	-0.045
Si	-2.675	0.035	5.49	-0.002	0.012	0.007
Si	0.029	2.726	5.476	0.029	-0.004	0.045
Si	-2.713	5.467	5.403	0.007	-0.033	0.012
Si	-0.023	8.215	5.485	0.039	-0.044	0.008
Si	-2.831	-5.49	5.467	0.008	-0.021	-0.008
Si	-0.058	-2.795	5.544	-0.019	-0.008	-0.012
Si	2.782	0.051	5.519	0.021	0.018	-0.005
Si	5.498	2.729	5.509	-0.002	0.028	0.037
Si	2.734	5.383	5.501	0.002	0.004	0.001
Si	5.366	8.192	5.297	-0.031	0.011	-0.061
Si	2.801	10.839	5.313	0.015	-0.012	-0.019
Si	5.433	-2.636	5.481	0.023	-0.015	0.011
Si	-8.118	0.035	5.385	-0.013	-0.015	0.008
Si	-5.438	2.739	5.463	0.008	-0.028	0.001
Si	-8.197	5.415	5.334	-0.009	-0.026	-0.006
Si	-5.459	8.117	5.381	-0.025	0	0.01
Si	-8.122	-5.488	5.536	0.004	0.016	-0.022
Si	-5.405	-2.706	5.424	-0.028	-0.01	0.001
Si	-1.358	-1.358	6.862	0.019	0.009	0
Si	1.397	1.396	6.848	0.002	-0.009	0.032
Si	-1.368	4.097	6.784	0.015	-0.008	0.002
Si	1.352	6.802	6.798	0.002	-0.004	-0.05
Si	-1.403	9.532	6.832	-0.034	0.006	-0.001
Si	1.393	12.157	6.761	0.011	-0.024	-0.003
Si	4.1	-1.327	6.878	-0.037	0.015	0.001
Si	6.855	1.347	6.815	-0.001	0	-0.006
Si	4.11	4.069	6.857	-0.006	-0.04	0.002
Si	-9.555	6.818	6.676	0.016	-0.01	-0.015
Si	4.08	9.508	6.762	-0.014	0.025	0.026
Si	-9.52	12.256	6.794	-0.014	0.001	-0.006
Si	-6.792	-1.353	6.765	-0.007	0.003	0.015
Si	-4.092	1.36	6.819	0.002	-0.002	0.007
Si	-6.823	4.114	6.771	0.005	0.014	0.003
Si	-4.083	6.801	6.77	-0.01	-0.006	0.027
Si	-6.77	-6.861	6.829	0.025	0.007	0.003
Si	-4.114	-4.083	6.826	0.016	0.038	0.003
Si	0.024	0.01	8.182	0.026	0.009	-0.002
Si	2.747	2.731	8.218	-0.005	-0.004	0.024
Si	-0.007	5.445	8.161	0.005	-0.006	-0.004
Si	2.715	8.165	8.145	-0.002	-0.002	0.01
Si	0.005	10.867	8.164	0.029	0.007	-0.002
Si	2.715	-2.747	8.143	-0.005	0.006	-0.013
Si	5.482	0.017	8.202	0.012	0.006	0.018
Si	-8.135	2.732	8.161	-0.02	-0.013	-0.003
Si	-10.855	5.477	8.14	-0.022	0.015	-0.009
Si	-8.187	8.118	8.123	-0.004	0.005	-0.009
Si	-10.884	10.879	8.134	0.005	-0.029	0.005
Si	-8.151	-2.71	8.148	0.016	-0.002	-0.002
Si	-5.444	-0.012	8.162	-0.002	0	0.004
Si	-2.724	2.736	8.154	-0.006	0.011	-0.004
Si	-5.451	5.453	8.138	0.001	0.022	-0.001
Si	-2.743	8.149	8.168	-0.001	-0.012	0.007
Si	-5.447	-5.46	8.181	0	-0.003	0.003
Si	-2.736	-2.727	8.184	0.003	-0.023	-0.003
Si	-1.397	1.374	14.956	-0.008	0.01	0.002
Si	1.353	4.098	14.931	-0.014	-0.017	-0.004
Si	-1.388	6.773	14.96	0.003	-0.006	-0.001
Si	1.34	9.516	14.949	-0.008	0.018	0.003
Si	-1.369	-4.072	14.963	-0.011	0.01	-0.005
Si	1.363	-1.362	14.919	0.005	-0.01	-0.004
Si	4.113	1.382	14.941	-0.022	0.009	-0.002
Si	-9.495	4.099	14.964	-0.008	0.023	-0.004
Si	4.089	6.827	14.939	-0.019	0.009	-0.007
Si	-9.521	9.499	14.97	0.01	0.018	-0.002
Si	4.09	-4.091	14.93	0.009	-0.006	-0.004
Si	6.842	-1.349	14.942	0.024	-0.016	-0.001
Si	-6.763	1.371	14.962	0.001	0.001	0.006
Si	-4.085	4.063	14.996	0.003	0.004	-0.001
Si	-6.805	6.779	14.988	0.008	-0.005	0.001
Si	-4.12	9.506	15.005	-0.013	0.007	0.006
Si	-6.785	-4.091	14.975	0.001	-0.007	-0.008
Si	-4.063	-1.363	14.956	0.005	-0.008	-0.001
Si	-2.74	0.006	16.341	0.022	0.006	0.004
Si	-0.067	2.789	16.277	0.022	0.027	0.001
Si	-2.725	5.412	16.362	0.006	-0.016	-0.003
Si	-0.032	8.142	16.293	0.012	-0.014	-0.024
Si	-2.755	-5.415	16.322	0	0.008	0
Si	-0.001	-2.692	16.303	0.017	0.001	-0.015
Si	2.751	-0.012	16.248	0.018	0.008	-0.007
Si	5.477	2.743	16.319	-0.012	0	-0.001
Si	2.73	5.463	16.27	0.018	-0.009	-0.01
Si	5.428	8.16	16.347	-0.015	0.01	0.008
Si	2.713	10.882	16.282	-0.005	0.005	-0.02
Si	5.469	-2.723	16.257	-0.032	-0.023	-0.005
Si	-8.11	0.014	16.31	0.005	-0.014	-0.018
Si	-5.422	2.697	16.381	0.011	0.012	0
Si	-8.146	5.423	16.376	0.007	-0.02	-0.003
Si	-5.484	8.131	16.386	-0.009	0.012	0.007
Si	-8.126	-5.491	16.321	0.007	-0.023	-0.019
Si	-5.41	-2.722	16.321	-0.007	-0.005	-0.006
Si	-1.376	-1.357	17.679	0.014	-0.008	0.03
Si	1.336	1.39	17.476	-0.001	-0.001	-0.047
Si	-1.374	4.095	17.791	0.008	-0.006	-0.012
Si	1.312	6.746	17.631	-0.025	-0.025	-0.03
Si	-1.393	-6.801	17.622	-0.012	-0.015	0.038
Si	1.407	-4.023	17.626	0.025	-0.009	-0.022
Si	4.136	-1.356	17.619	-0.014	-0.005	0.001
Si	-9.497	1.34	17.664	0.011	0.021	-0.029
Si	4.149	4.183	17.634	-0.041	-0.012	-0.013
Si	-9.476	6.845	17.713	0.032	0.007	-0.001
Si	3.995	9.494	17.673	-0.046	0.035	0.031
Si	-9.494	-4.098	17.588	0.043	-0.007	0.002
Si	-6.685	-1.285	17.664	-0.004	0.034	0.014
Si	-4.034	1.371	17.775	-0.03	0.026	0.007
Si	-6.844	3.986	17.747	0.015	-0.01	0.011
Si	-4.124	6.733	17.707	-0.014	-0.028	0.008
Si	-6.839	9.479	17.794	-0.027	-0.007	-0.038
Si	-4.116	-4.089	17.739	0.002	-0.02	0.007
Si	0.025	0.1	18.897	-0.007	0.049	0.004
Si	2.682	2.769	18.753	-0.006	0.01	-0.015
Si	0.008	5.479	19.133	0.005	0.028	-0.03
Si	2.606	8.074	19.017	0.008	0.053	0.009
Si	0.027	-5.419	18.886	0	-0.011	-0.004
Si	2.777	-2.654	18.999	-0.019	-0.035	-0.007
Si	5.48	-0.016	19.006	0.019	-0.014	0.011
Si	-8.185	2.586	19.151	0.046	0.032	0.019
Si	5.53	5.507	19.081	-0.027	-0.034	0.068
Si	-8.234	8.176	19.235	0.001	-0.017	0.004
Si	5.403	10.898	18.917	0.021	0.046	0.028
Si	-8.074	-2.708	18.849	-0.068	-0.049	0.035
Si	-5.37	0.035	19.181	-0.011	-0.02	-0.015
Si	-2.67	2.689	19.204	-0.005	-0.047	0.002
Si	-5.476	5.328	19.08	0	0.007	-0.028
Si	-2.771	-8.158	18.983	-0.043	-0.005	-0.004
Si	-5.463	-5.485	19.134	0.048	0.012	-0.02
Si	-2.746	-2.708	19.075	0.021	0.029	-0.006
Si	-1.143	1.376	20.51	0.025	0.058	0.049
Si	1.454	4.013	20.307	-0.022	0.009	0.087
Si	-1.365	6.954	20.412	-0.006	-0.036	0.074
Si	1.26	-6.789	20.321	-0.031	-0.008	0.016
Si	-1.325	-4.146	20.275	0.025	-0.006	0.034
Si	1.431	-1.18	20.217	0.058	0.014	0.014
Si	4	1.434	20.099	-0.008	-0.017	0.02
Si	-9.539	3.995	20.475	-0.027	-0.022	-0.026
Si	4.073	6.849	20.412	-0.032	0.042	0.057
Si	-9.738	9.618	20.495	-0.032	-0.058	0.053
Si	4.138	-4.03	20.33	0.06	0.012	-0.001
Si	6.916	-1.421	20.26	0.057	0.01	-0.028
Si	-6.848	1.23	20.631	-0.01	-0.03	-0.003
Si	-4.144	3.971	20.528	-0.061	0	0.028
Si	-6.843	6.667	20.471	-0.007	-0.026	0.035
Si	-4.088	-6.88	20.48	0.015	-0.003	0.015
Si	-6.851	-4.027	20.345	0.082	-0.004	0.05
Si	-3.952	-1.284	20.554	0.059	0.012	0.046
Si	-2.097	-0.309	21.848	-0.379	0.178	-0.661
Si	0.702	2.3	21.759	0.027	-0.133	-0.611
Si	-2.917	5.656	21.592	0.073	-0.059	-0.701
Si	-0.529	8.791	21.746	-0.043	0.071	-0.004
Si	-2.333	-5.794	21.644	0.04	-0.011	0.049
Si	-0.012	-2.548	21.376	-0.097	-0.135	-0.697
Si	2.377	0.559	21.526	-0.265	0.082	-0.527
Si	4.902	3.03	21.521	0	0.232	-0.471
Si	3.297	4.868	21.452	0.2	-0.073	-0.782
Si	-11.655	8.78	21.746	0.04	0.136	-0.617
Si	3.01	-5.735	21.453	0.009	0.033	0.047
Si	5.881	-2.996	21.597	-0.056	-0.285	-0.462
Si	-7.885	-0.563	21.875	-0.107	0.308	-0.707
Si	-5.709	2.78	21.986	0.238	-0.081	-0.591
Si	-7.932	5.035	21.837	-0.08	0.151	-0.695
Si	-5.217	-8.579	21.766	-0.124	0.274	-0.708
Si	-8.805	-4.766	21.45	-0.063	0.043	-0.006
Si	-5.515	-2.615	21.693	0.043	-0.074	-0.612
Si	-6.078	-3.885	-5.917	0.011	-0.113	-0.088
Si	0.484	3.422	24.855	0.132	-0.534	0.136
Si	-3.215	3.119	-5.213	-0.037	0.094	0.041
Si	-0.047	7.982	23.909	-0.024	0.356	-0.551
Si	-3.465	-4.548	23.319	0.255	-0.25	-0.373
Si	4.559	-3.053	27.846	0.709	-0.164	0.113
Si	2.998	-0.898	-4.012	0.022	0	0.13
Si	4.446	0.903	23.75	0.508	-0.547	-0.168
Si	2.183	5.793	24.24	0.058	0.092	-0.06
Si	4.614	7.628	24.75	-0.049	-0.044	-0.126
Si	1.911	-4.39	23.013	0.397	-0.381	-0.36
Si	-10.216	-0.854	23.884	-0.464	0.414	-0.149
Si	-4.66	6.576	-2.758	-0.034	0.106	0.085
Si	-2.367	4.457	24.322	-0.003	0.048	-0.058
Si	-9.148	-6.769	27.793	-0.043	0.195	0.107
Si	-8.308	-5.43	23.556	-0.532	0.272	-0.135
Si	-7.252	-6.681	1.267	0.142	-0.05	0.779
Si	3.553	-4.48	25.387	-0.016	-0.057	-0.001
Si	-0.37	7.343	-5.718	-0.046	0.094	-0.037
Si	-2.891	-7.333	-2.545	0.071	-0.016	-0.092
Si	-5.192	7.294	-5.628	0.065	0.133	0.001
Si	-4.386	2.092	24.756	-0.041	-0.131	-0.026
Si	-5.277	3.749	-3.031	0.038	0.076	0.012
Si	-9.655	-4.943	25.355	0.163	0.088	-0.444
Si	3.781	-3.844	-4.309	-0.146	-0.119	0.041
Si	-2.383	-2.902	25.606	0.421	-0.463	0.528
Si	-10.021	-5.424	0.682	0.03	0.306	0.486
Si	5.192	2.5	-0.228	0.041	0.076	0.76
Si	-5.775	3.164	27.384	0.028	-0.007	-0.03
Si	-0.572	-3.695	-2.368	0.036	-0.05	0.076
Si	-7.06	-7.929	24.29	-0.099	0.051	-0.052
Si	-2.276	6.884	25.696	0.05	0.12	0.006
Si	1.071	1.219	-0.312	0.178	-0.263	0.642
Si	-2.133	-1.081	-3.323	0.091	0.023	-0.039
Si	4.07	5.957	-3.016	0.06	0.066	-0.002
Si	4.405	1.441	-5.62	0.04	0.028	-0.098
Si	6.7	6.68	1.39	-0.08	0.006	-0.013
Si	-6.191	7.368	-0.464	-0.622	-0.451	0.275
Si	2.633	5.516	-0.256	0.265	0.213	0.721
Si	-9.505	0.026	-5.857	-0.087	-0.121	-0.059
Si	0.301	1.761	26.488	0.15	0.373	-0.338
Si	4.432	-4.753	-1.549	0.016	-0.115	-0.013
Si	4.894	-7.597	-2.594	0.017	0.027	-0.015
Si	-5.042	-1.168	-4.621	-0.008	0.007	0.088
Si	0.963	-5.406	-4.363	-0.035	-0.634	0.289
Si	0.199	-7.394	-3.318	0.233	0.622	-0.162
Si	0.982	-5.867	25.281	-0.056	-0.047	0.077
Si	-9.832	-2.187	26.758	-0.477	-0.154	0.207
Si	-3.948	8.112	27.824	0.072	-0.077	0.018
Si	-4.695	-6.159	-4.735	0.14	0.108	0.036
Si	0.343	0.131	-4.781	-0.034	-0.027	-0.064
Si	-7.959	5.762	-0.028	0.282	0.272	0.378
Si	3.519	-0.058	-1.22	0.038	-0.017	0.138
Si	-10.071	-7.285	-5.355	-0.027	0.318	-0.243
Si	-7.642	0.089	-3.572	-0.086	-0.114	0.054
Si	8.312	0.116	-0.468	-0.603	0.211	0.364
Si	3.342	1.681	26.671	-0.044	-0.089	0.112
Si	-2.369	-5.461	-0.317	0.323	-0.072	0.519
Si	-5.922	2.472	-0.278	-0.334	0.51	0.359
Si	-7.786	3.153	-4.423	0.005	0.01	0.04
Si	1.609	-4.254	-0.433	-0.143	0.32	0.551
Si	-1.703	-0.099	-0.509	0.074	-0.184	-0.023
Si	-8.752	4.226	27.147	-0.117	-0.04	0.051
Si	-0.234	3.126	-4.098	0.066	-0.065	0.038
Si	4.631	-7.756	27.568	-0.125	0.138	0.059
Si	-5.167	-3.225	26.957	0.058	0.019	-0.011
Si	-9.675	4.471	-2.353	-0.088	0.06	0.101
Si	-2.113	0.169	24.958	0.029	-0.029	0.002
Si	-0.242	7.007	27.876	-0.062	0.015	0.054
Si	-8.92	6.075	24.672	0.082	0.1	-0.035
Si	3.653	4.455	-5.583	-0.02	0.101	0.004
Si	-1.09	-4.242	27.099	-0.318	0.405	-0.422
Si	-1.358	1.373	9.515	0.007	-0.003	-0.007
Si	1.359	4.097	9.533	0.008	0.008	0.003
Si	-1.373	6.797	9.523	0.002	-0.016	0.011
Si	1.354	9.507	9.524	-0.028	-0.029	0.001
Si	-1.351	-4.081	9.524	0.019	0.029	-0.005
Si	1.373	-1.376	9.521	-0.007	-0.004	0.001
Si	4.107	1.364	9.557	-0.009	0	0.001
Si	-9.507	4.098	9.507	0.032	0.011	-0.011
Si	4.089	6.815	9.506	-0.007	0.01	0.001
Si	-9.522	9.509	9.488	0.007	0.015	0.003
Si	4.08	-4.089	9.511	-0.004	-0.002	-0.006
Si	-9.493	-1.362	9.538	-0.003	0.004	0.008
Si	-6.788	1.364	9.521	0.007	0.01	-0.001
Si	-4.09	4.092	9.508	-0.007	-0.008	0.003
Si	-6.814	6.795	9.509	-0.008	-0.009	-0.004
Si	-4.084	-6.807	9.54	0.006	0.017	0.005
Si	-6.808	-4.087	9.518	-0.011	-0.004	0.008
Si	-4.091	-1.367	9.533	-0.005	-0.009	0.007
Si	-2.72	0.007	10.87	-0.003	-0.002	-0.001
Si	-0.003	2.729	10.883	-0.003	0.005	-0.003
Si	-2.735	5.443	10.882	0.008	0.005	0.002
Si	-0.015	8.159	10.884	0.021	0.002	0.008
Si	-2.714	-5.446	10.886	0.009	-0.02	-0.005
Si	0.001	-2.716	10.883	-0.003	0.009	0.002
Si	2.734	-0.013	10.886	0.014	-0.007	-0.004
Si	-10.859	2.744	10.891	-0.017	0.005	-0.003
Si	2.728	5.458	10.877	-0.006	0.005	0.001
Si	-10.875	8.165	10.871	-0.008	-0.006	-0.008
Si	2.718	-5.445	10.872	-0.011	0.012	-0.009
Si	-10.872	-2.728	10.875	0.013	-0.006	-0.001
Si	-8.14	0.005	10.89	0.009	-0.002	0.003
Si	-5.434	2.726	10.876	-0.003	-0.011	0.004
Si	-8.148	5.436	10.883	0.008	-0.015	0.002
Si	-5.46	8.155	10.883	-0.009	0.004	0.002
Si	-8.165	-5.457	10.868	-0.005	0.005	-0.002
Si	-5.443	-2.735	10.886	0.004	0.005	0.001
Si	-1.357	-1.346	12.233	0.002	-0.005	0.005
Si	1.363	1.361	12.23	-0.001	-0.007	-0.005
Si	-1.374	4.08	12.24	0.005	-0.014	0.004
Si	1.36	6.813	12.233	-0.01	-0.003	0.001
Si	-1.378	9.509	12.259	0.002	0.019	0.003
Si	1.353	-4.09	12.231	0.007	0.002	0.001
Si	4.1	-1.363	12.245	-0.017	-0.001	0.005
Si	-9.491	1.38	12.243	0.006	0.005	-0.003
Si	-12.235	4.096	12.242	-0.004	0.006	-0.003
Si	-9.516	6.798	12.23	0.004	0.003	-0.009
Si	-12.234	9.526	12.228	0.001	-0.002	0.002
Si	-9.511	-4.09	12.232	-0.005	-0.018	0.001
Si	-6.788	-1.367	12.245	0.007	-0.005	0.006
Si	-4.084	1.359	12.23	0.007	0.011	-0.008
Si	-6.783	4.086	12.245	-0.009	0.001	-0.002
Si	-4.097	6.798	12.249	-0.008	-0.008	-0.002
Si	-6.812	9.512	12.251	-0.001	0.013	0
Si	-4.076	-4.089	12.247	0.012	0.003	-0.004
Si	-0.008	0.021	13.598	0.004	0.009	0.01
Si	2.723	2.724	13.589	-0.003	-0.005	0
Si	-0.008	5.452	13.58	0.013	0.014	0.003
Si	2.72	8.178	13.587	0.01	0.017	-0.003
Si	-0.016	10.88	13.6	-0.009	-0.02	-0.003
Si	2.723	-2.734	13.578	-0.012	-0.015	-0.003
Si	5.472	0.013	13.59	0.009	0.009	0.005
Si	-8.131	2.735	13.612	0.032	0.011	0
Si	-10.87	5.449	13.601	-0.005	-0.011	0.001
Si	-8.165	8.136	13.613	-0.024	-0.019	0.011
Si	-10.862	10.868	13.592	-0.008	0.015	-0.002
Si	-8.143	-2.737	13.596	-0.014	0.003	-0.008
Si	-5.428	-0.006	13.6	-0.008	-0.009	-0.005
Si	-2.746	2.722	13.595	-0.013	-0.022	0.004
Si	-5.434	5.434	13.628	0.016	0.002	-0.006
Si	-2.752	8.154	13.626	-0.001	-0.004	-0.006
Si	-5.44	-5.452	13.608	0.009	0.002	-0.003
Si	-2.709	-2.713	13.589	0.008	0.013	-0.008
O	-8.747	-1.606	27.826	0.011	0.54	0.064
O	-4.41	2.251	0.241	0.339	0.372	-0.235
O	-2.161	0.352	23.341	0.158	0.548	-0.001
O	-3.271	7.953	26.366	0.079	0.169	-0.258
O	0.59	2.765	23.344	-0.184	-0.342	0.16
O	1.606	4.572	25.114	0.147	0.03	0.92
O	-4.029	6.699	22.198	0.261	-0.222	0.303
O	-3.963	-6.41	-3.337	-0.215	0.532	0.289
O	-4.571	-3.481	22.732	-0.047	0.305	0.356
O	1.081	-3.149	22.418	0.136	0.312	0.04
O	-1.113	-1.59	22.116	0.156	-0.198	-0.014
O	-8.72	5.617	23.136	-0.57	0.238	-0.017
O	0.949	6.715	23.74	-0.167	-0.141	-0.46
O	4.642	-7.89	23.348	0.157	0.484	0.085
O	-3.607	-4.504	0.123	-0.327	-0.03	-0.51
O	0.111	-4.993	26.305	0.212	0.144	-0.095
O	3.933	2.913	-5.244	-0.231	0.025	0.373
O	-10.625	-2.257	23.091	-0.411	-0.092	0.209
O	-6.531	4.088	-4.001	-0.014	0.577	-0.237
O	-6.796	3.965	22.378	-0.26	-0.126	0.403
O	-5.938	8.086	23.178	0.073	-0.033	-0.08
O	-3.247	3.143	24.365	0.017	0.046	0.007
O	-6.665	-1.591	22.335	0.205	0.063	0.359
O	5.395	-6.763	0.79	-0.117	0.218	0.123
O	-3.299	7.422	-2.547	0.52	-0.237	-0.093
O	-8.939	4.809	25.658	-0.012	-0.451	-0.287
O	-4.73	6.98	0.16	0.326	0.208	0.024
O	-6.533	-7.436	0.011	0.331	0.254	-0.652
O	-1.169	-0.389	-4.443	-0.235	0.152	-0.472
O	3.181	3.264	27.071	-0.22	0.396	-0.711
O	1.928	0.241	-1.269	-0.283	-0.26	-0.353
O	3.145	0.275	22.966	-0.345	-0.328	0.096
O	-2.315	-0.16	-1.997	-0.171	0.574	-0.049
O	0.78	-5.253	23.798	-0.681	-0.161	-0.266
O	3.215	-4.173	-0.657	0.1	0.169	0.197
O	-1.103	-1.525	0.001	0.362	-0.575	-0.463
O	-4.918	6.422	-4.324	-0.159	-0.345	-0.044
O	3.889	7.572	-3.143	-0.2	0.333	-0.284
O	-4.284	-5.518	24.35	0.349	-0.545	0.474
O	4.118	-6.295	-2.011	-0.134	-0.07	0.209
O	-8.626	-0.649	-4.664	-0.295	-0.74	0.001
O	-0.513	0.987	-0.548	-0.272	0.196	-0.39
O	3.313	6.686	24.951	0.095	-0.292	0.471
O	-5.681	-2.992	0.804	0.148	-0.107	-0.429
O	-1.466	-4.653	-1.407	-0.113	0.129	-0.235
O	-3.55	-5.754	-5.819	0.765	0.134	0.185
O	-5.854	2.826	-1.847	-0.135	-0.306	-0.179
O	-4.795	-0.227	-5.887	0.114	0.07	-0.314
O	-0.468	-7.717	27.759	0.367	0.241	-0.417
O	2.478	-4.816	-4.214	0.225	-0.051	0.371
O	4.53	-7.649	25.967	-0.02	0.446	-0.147
O	3.549	-3.445	26.614	-0.403	0.21	-0.031
O	-0.406	2.159	27.924	-0.018	-0.063	-0.097
O	-6.318	-6.959	25.351	0.34	-0.204	0.52
O	-7.688	7.089	25.005	0.275	-0.089	0.529
O	1.801	1.07	26.757	0.278	-0.568	0.185
O	3.458	0.356	-4.907	-0.29	0.097	-0.071
O	-8.802	-0.309	23.222	0.106	0.25	0.376
O	3.859	-1.075	0	0.402	-0.534	-0.242
O	-1.955	-5.475	27.745	-0.394	-0.1	-0.254
O	1.383	-0.781	-3.926	-0.075	-0.442	0.67
O	1.231	-5.818	-0.611	-0.204	0.037	0.013
O	-6.692	1.04	-0.205	0.189	-0.013	0.378
O	4.817	-4.314	-5.442	-0.055	-0.122	0.109
O	-5.628	-2.533	-5.212	-0.065	0.228	-0.156
O	0.475	1.676	-4.28	0.549	-0.001	0.072
O	-5.236	1.973	23.355	-0.008	-0.508	-0.004
O	-8.41	-5.73	0.569	0.109	0.15	-0.306
O	4.565	1.2	27.703	0.267	-0.385	0.183
O	-2.11	4.93	22.806	0.405	-0.213	-0.101
O	-6.401	-0.815	2.03	-0.19	0.311	-0.118
O	-7.691	-7.363	27.996	0.029	-0.715	-0.149
O	-3.404	4.546	-5.944	-0.472	-0.045	0.105
O	-8.53	5.218	-1.485	0.175	0.19	-0.328
O	3.276	5.251	-4.229	-0.4	0.059	0.132
O	0.389	7.709	-4.358	0.702	-0.441	-0.06
O	1.316	6.71	27.617	0.269	0.167	-0.498
O	-5.073	-7.072	27.7	-0.053	0.468	-0.268
O	-0.254	3.672	-2.572	-0.532	-0.143	-0.049
O	-8.501	-7.752	-5.491	0.37	0.14	0.234
O	-2.628	5.559	0.988	-0.038	0.063	-0.431
O	3.52	5.422	-1.614	-0.135	-0.234	-0.105
O	-8.288	0.065	-2.079	-0.182	-0.255	-0.296
O	-9.65	2.875	27.336	0.25	-0.107	-0.406
O	-10.639	8.058	-1.34	0.31	0.001	-0.029
O	-5.854	-5.03	-4.775	-0.134	0.06	0.625
O	-4.605	5.03	-2.282	0.023	-0.167	0.362
O	-9.06	3.668	-3.6	-0.014	-0.097	-0.506
O	4.956	5.13	-6.205	0.099	-0.213	0.108
O	-1.684	6.456	-5.409	-0.24	-0.134	0.372
O	3.809	-0.796	-2.614	0.404	-0.312	0.018
O	-10.524	-4.657	-0.668	0.564	0.256	-0.274
O	5.061	-4.961	25.1	-0.048	-0.107	-0.283
O	-10.444	3.421	-1.387	-0.069	0.145	-0.275
O	-1.411	-7.151	-3.155	-0.236	-0.029	-0.082
O	-0.941	4.167	24.971	0.015	0.231	0.233
O	-3.611	-1.379	-3.896	0.055	-0.167	0.004
O	-7.459	1.618	-4.039	0.156	0.071	0.113
O	-3.921	-2.744	26.092	-0.278	0.261	-0.041
O	-0.932	3.868	-0.002	-0.133	-0.092	-0.127
O	-0.212	-7.686	0.513	0.014	-0.311	-0.17
O	-2.794	0.282	0.614	-0.177	-0.148	0.123
O	-6.166	-0.59	-3.598	0.307	-0.029	0.198
O	-0.839	0.869	25.694	-0.006	0.085	0.172
O	-10.683	5.551	-3.024	0.251	0.029	-0.494
O	-1.723	2.971	-4.66	-0.321	-0.221	-0.116
O	-6.287	-2.063	27.085	0.006	0.286	-0.551
O	-1.516	7.537	24.432	-0.519	0.094	-0.205
O	-8.26	-7.089	23.581	-0.326	-0.302	-0.177
O	5.36	7.817	-6.037	-0.548	0.006	0.089
O	-6.803	-4.868	23.91	0.204	0.676	-0.35
O	1.368	2.744	-0.765	0.804	0.336	0.011
O	-5.906	7.354	-2.064	-0.39	0.327	-0.57
O	-10.351	6.775	24.83	-0.025	-0.319	0.407
O	4.565	-3.882	-2.893	0.298	0.315	0.151
O	0.684	-5.549	-5.966	-0.022	0.341	-0.346
O	-4.644	4.156	27.969	0.331	-0.193	0.045
O	2.544	-5.72	25.689	0.281	-0.385	0.548
O	0.82	-3.395	-1.574	0.178	0.524	-0.24
O	-7.183	3.923	27.304	0.17	0.078	0.335
O	-5.419	-7.503	-5.217	-0.752	0.092	-0.314
O	-3.114	5.613	25.17	-0.574	-0.208	-0.106
O	-9.239	-3.58	26.136	0.49	-0.013	-0.092
O	0.576	-7.415	25.108	0.247	-0.165	0.486
O	-1.445	-2.431	-2.793	-0.156	-0.152	0.308
O	-5.811	-4.55	26.304	-0.143	-0.258	0.202
O	-8.027	3.157	-6.026	-0.523	0.45	0.006
O	3.35	-2.331	-4.656	-0.227	0.16	-0.517
O	-3.585	0.788	25.344	-0.067	-0.135	0.19
O	-2.373	-3.709	24.193	0.797	-0.274	-0.274
O	4.326	1.337	-1.011	-0.108	0.033	-0.372
O	5.029	2.239	22.984	0.277	0.292	0.129
O	-9.26	-6.199	26.292	0.327	-0.493	-0.205
O	1.095	5.268	-0.768	-0.215	0.612	0.006
O	0.547	4.242	-4.957	-0.095	-0.026	0.294
O	-10.421	-7.157	-3.77	0.346	0.404	0.103
O	2.908	5.097	23.001	0.214	-0.244	0.298
O	0.82	-7.964	-1.936	0.045	-0.421	-0.138
O	-1.91	-1.381	25.363	0.137	0.022	-0.132
O	-2.956	-6.795	-1.032	-0.352	-0.083	-0.044
O	-10.028	-1.184	25.476	0.063	0.263	0.225
O	-1.194	6.333	26.771	0.373	-0.73	-0.059
O	2.968	-3.742	24.072	0.458	0.659	0.035
O	3.908	1.414	25.194	-0.134	0.125	0.08
O	-7.716	-1.444	-0.07	-0.055	-0.482	-0.678
O	-0.133	-4.365	-3.774	-0.361	0.266	-0.416
O	-5.355	2.626	25.922	-0.299	0.126	-0.136
O	-10.379	1.215	-5.16	0.433	0.407	0.651
O	-4.196	2.968	-3.939	0.042	-0.437	0.293
O	-10.148	-8.024	27.968	0.196	-0.56	0.479

Results
total energy: -104278.062 eV
total energy less fixed offsets of O -438.25, Si -107.07 eV per atom: 4.638 eV
